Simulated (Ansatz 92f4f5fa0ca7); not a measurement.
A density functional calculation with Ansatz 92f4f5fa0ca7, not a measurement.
Periodic cell of 262 atoms, Si166O96, from a study of silicon, its oxide and their interface. The atomic structure is a simulated model.
This geometry differs little from another in the collection (a relaxation step or a small displacement).

Settings
functional: PBE
potential files: Ansatz PAW
basis: plane waves
wave-function cutoff: 700 eV
density cutoff ratio: 5
exchange-correlation grid ratio: 1
k mesh: 2 x 2 x 1, shifted by 0.5 0.5 0.5 of a step
self-consistency stop: 5e-08 eV per atom in the density residual
occupations: fixed
spin: none
net charge: 0

Cell vectors (angstrom)
a  10.938  0  0
b  0  10.938  0
c  0  0  37.9992

Atoms: element, x, y, z (angstrom)
Si  0  0  0.683
Si  5.469  0  0.683
Si  2.7345  2.7345  0.683
Si  8.2035  2.7345  0.683
Si  0  5.469  0.683
Si  5.469  5.469  0.683
Si  2.7345  8.2035  0.683
Si  8.2035  8.2035  0.683
Si  1.3673  1.3673  2.0503
Si  6.8362  1.3673  2.0503
Si  4.1018  4.1018  2.0503
Si  9.5708  4.1018  2.0503
Si  1.3673  6.8362  2.0503
Si  6.8362  6.8362  2.0503
Si  4.1018  9.5708  2.0503
Si  9.5708  9.5708  2.0503
Si  2.7345  0  35.9477
Si  8.2035  0  35.9477
Si  0  2.7345  35.9477
Si  5.469  2.7345  35.9477
Si  2.7345  5.469  35.9477
Si  8.2035  5.469  35.9477
Si  0  8.2035  35.9477
Si  5.469  8.2035  35.9477
Si  4.1018  1.3673  37.3149
Si  9.5708  1.3673  37.3149
Si  1.3673  4.1018  37.3149
Si  6.8362  4.1018  37.3149
Si  4.1018  6.8362  37.3149
Si  9.5708  6.8362  37.3149
Si  1.3673  9.5708  37.3149
Si  6.8362  9.5708  37.3149
Si  -4.2446  1.3967  29.2048
Si  5.6195  -0.0413  27.6355
Si  2.172  2.7821  27.1207
Si  3.1459  1.5857  22.5518
Si  -1.4795  4.2411  29.2077
Si  5.1446  5.755  27.6633
Si  2.8376  7.9306  27.4274
Si  7.9844  8.7784  27.7649
Si  1.0863  0.7212  28.8595
Si  8.1152  2.7769  28.008
Si  4.1036  4.24  29.1851
Si  11.0183  5.1668  27.6807
Si  1.3068  6.8073  28.9219
Si  6.7796  7.0046  28.9329
Si  4.0355  9.5435  28.8142
Si  9.5777  9.7403  29.2484
Si  2.6979  -0.1394  30.3159
Si  8.1433  0.1134  30.5768
Si  -0.2388  2.9527  30.6904
Si  5.3941  2.8076  30.5394
Si  2.6466  5.5647  30.4682
Si  8.0523  5.6346  30.4124
Si  -0.07  8.1343  30.4081
Si  5.3909  8.2781  30.3396
Si  3.9671  1.3613  31.75
Si  9.4745  1.4398  31.9872
Si  1.3229  4.2014  31.9023
Si  6.7978  4.1792  31.8398
Si  4.0712  6.9117  31.7892
Si  9.49  6.8618  31.8328
Si  1.3343  9.5129  31.7722
Si  6.7542  9.5948  31.8044
Si  -0.0094  -0.0086  33.1793
Si  5.3841  0.0336  33.1609
Si  2.6803  2.7442  33.1916
Si  8.1212  2.8185  33.2835
Si  -0.0692  5.5268  33.2423
Si  5.4157  5.5231  33.1908
Si  2.7041  8.2231  33.2034
Si  8.1454  8.2463  33.1933
Si  1.3509  1.3564  34.571
Si  6.7859  1.3614  34.5737
Si  4.0912  4.0958  34.5582
Si  9.5624  4.1169  34.6098
Si  1.3584  6.8489  34.5849
Si  6.8246  6.8402  34.5721
Si  4.0865  9.5756  34.5713
Si  9.5616  9.5708  34.5655
Si  2.7623  0.0101  3.4307
Si  8.2204  -0.0016  3.4149
Si  0.0205  2.7239  3.4197
Si  5.4802  2.7301  3.4359
Si  2.7465  5.4611  3.4083
Si  8.2052  5.463  3.4157
Si  0.0212  8.2032  3.4266
Si  5.4946  8.2119  3.43
Si  4.1748  1.3217  4.8368
Si  9.6432  1.303  4.7817
Si  1.4237  4.0623  4.7837
Si  6.8742  4.0781  4.8049
Si  4.1595  6.7809  4.7631
Si  9.6109  6.791  4.7751
Si  1.4259  9.5531  4.7922
Si  6.8893  9.5705  4.8112
Si  0.0801  -0.0395  6.2016
Si  5.5566  -0.0376  6.262
Si  2.8126  2.7174  6.1732
Si  8.2709  2.6637  6.1078
Si  0.0186  5.3838  6.1374
Si  5.5244  5.4555  6.19
Si  2.8072  8.1429  6.1052
Si  8.2978  8.1956  6.1383
Si  1.4705  1.3438  7.5499
Si  7.0265  1.3518  7.6068
Si  4.2075  4.0417  7.5802
Si  9.6331  3.9505  7.5135
Si  1.4123  6.7819  7.4174
Si  6.9447  6.8481  7.4985
Si  4.1916  9.4033  7.5397
Si  9.687  9.48  7.5792
Si  2.895  -0.0685  8.8057
Si  8.4295  -0.0494  8.9861
Si  0.0454  2.6135  8.9714
Si  5.6894  2.7657  8.9812
Si  2.6625  5.3644  8.8
Si  8.2701  5.391  8.7657
Si  0.0567  7.9939  8.9263
Si  5.6947  8.2075  8.9701
Si  4.5454  1.0298  10.018
Si  9.9994  1.0233  10.4128
Si  1.1394  4.2732  10.1823
Si  6.8403  4.409  10.3067
Si  4.755  6.8088  10.5933
Si  9.7998  6.4168  10.1788
Si  1.6426  10.0549  10.635
Si  6.8331  9.8047  10.3056
O  5.4637  3.1843  25.1705
O  28.6968  31.6995  27.1707
O  2.9964  2.6346  25.726
O  8.9405  8.2996  26.5164
O  -0.0195  5.3229  10.7355
O  33.7857  30.5205  10.1555
O  0.3552  0.1264  10.9963
O  5.7696  5.5369  10.8891
O  7.8376  3.9274  11.5456
O  9.039  7.0256  11.4979
O  2.6301  9.686  11.9135
O  9.0966  1.5805  11.6866
O  7.5257  9.1876  11.689
O  5.641  -0.0294  10.7106
O  4.3575  7.6021  11.97
O  2.0061  3.8251  11.5182
O  9.2675  3.2232  25.2091
O  1.0306  3.9602  27.0267
O  10.2177  5.9268  26.4494
O  0.5717  2.0923  29.5476
O  -0.1195  21.5376  28.5149
O  2.1982  8.4103  25.964
O  -3.6696  14.7093  26.9994
O  3.2312  3.1411  28.3006
Si  6.2908  8.6439  19.4948
Si  8.0437  5.2966  16.759
Si  1.3235  1.9879  16.7819
Si  1.3918  5.6198  19.9143
Si  3.1677  3.9147  18.2623
Si  9.8751  8.9836  15.0931
Si  -4.7509  15.4002  25.9519
Si  8.1862  0.2647  15.7566
Si  0.2901  -0.0526  18.6632
Si  2.1021  9.0168  15.2563
Si  5.5316  6.186  21.5188
Si  2.8282  -0.5926  20.255
Si  8.2491  2.6907  12.5405
Si  2.7232  7.5934  21.7715
Si  0.4907  0.5547  23.7901
Si  8.2028  7.9472  12.5342
Si  9.5496  5.1174  19.1273
Si  8.7796  9.2591  17.7861
Si  9.4201  1.6536  25.6429
Si  3.6271  8.7575  12.8504
Si  4.7964  3.1753  20.7518
Si  1.3744  -2.4267  24.5371
Si  2.8944  1.0974  14.5026
Si  7.346  5.5227  24.1134
Si  6.522  6.9096  14.7847
Si  5.3235  4.5556  16.0735
Si  9.3493  13.1296  19.7011
Si  -1.3134  7.1689  25.5677
Si  8.5235  0.8978  23.1689
Si  2.9843  2.7333  12.1914
Si  5.6123  9.8291  15.0016
Si  6.8199  0.618  20.7944
Si  5.3718  2.4971  13.772
Si  9.4891  2.934  15.3989
Si  4.0675  9.491  17.5514
Si  4.4116  1.9314  25.2895
Si  10.4807  4.183  21.5217
Si  8.8289  3.7871  23.7384
O  6.5818  4.6545  17.1168
O  5.5273  4.6505  20.9016
O  9.4299  5.2374  20.7679
O  7.7912  8.524  18.8427
O  7.9971  -0.3317  17.2672
O  5.1361  -2.4438  18.3198
O  4.8001  -0.5969  16.3485
O  10.1151  2.6644  21.0553
O  -0.0145  1.1711  25.2265
O  2.7378  5.2659  19.0819
O  6.7912  2.1221  13.0585
O  4.5024  1.1567  14.1556
O  5.785  1.8752  20.9254
O  4.3521  3.4004  12.8338
O  3.1966  -1.9682  21.0436
O  8.5885  5.9695  18.1478
O  8.3481  11.6548  24.7976
O  7.4268  0.132  22.2526
O  9.5648  10.5993  15.0909
O  2.6591  1.9355  15.8602
O  -1.8675  12.5805  27.2188
O  3.6406  3.0258  21.9235
O  -0.5463  12.2386  18.8847
O  15.0766  12.1791  23.8251
O  1.5863  1.5384  23.0675
O  10.2161  9.6279  18.4773
O  3.5442  10.4441  18.781
O  9.2516  8.4063  13.7037
O  10.261  4.3247  23.1095
O  1.1259  0.4373  17.3323
O  12.5956  12.1957  27.422
O  2.1248  1.9005  13.3047
O  1.2077  -0.87  24.0891
O  5.2891  5.864  15.0711
O  0.519  8.6743  15.2605
O  6.9129  -0.1423  14.8225
O  7.8272  6.353  15.5608
O  9.1991  4.3196  16.1728
O  6.1226  7.3681  20.5267
O  3.3005  0.5496  21.3021
O  2.8048  8.7663  16.7403
O  0.0522  2.4698  15.8623
O  2.1512  7.7897  23.2902
O  9.2324  3.1387  13.7805
O  5.6653  3.2687  15.1537
O  6.4303  6.1337  22.891
O  2.7793  8.0797  14.0879
O  8.05  1.2506  19.9244
O  -1.8193  3.5494  18.8203
O  12.5279  -3.934  20.7437
O  9.1542  8.3953  16.446
O  8.4281  6.6815  24.5781
O  8.3628  1.8601  15.8822
O  8.2441  2.5007  22.8941
O  4.1555  3.0623  19.2461
O  4.817  9.6247  13.5825
O  2.3019  -0.3889  14.7105
O  3.9435  4.3895  16.9083
O  1.0694  4.4874  21.0606
O  10.0737  0.4108  22.8503
O  0.1498  5.6231  18.8376
O  3.9968  6.5873  21.8985
O  6.1988  -0.773  20.1662
O  6.1275  8.3399  15.4284
O  1.7926  3.066  17.9341
O  6.9848  7.0924  13.2268
O  10.8392  7.8333  24.714
O  1.2335  10.4975  19.9325
O  14.4406  1.6185  11.1391
O  -6.9502  -4.1402  27.0434
O  4.9868  0.7892  26.3339
O  -7.5985  6.271  10.0132

Results
free energy: -160142.738 eV
free energy less fixed offsets of O -569.03, Si -635.61 eV per atom: -4.598 eV

Forces (eV/angstrom), in the order of the atoms: element, x, y, z
Si  0.0468  -0.0645  0.0193
Si  0.0182  -0.014  0.0021
Si  0.0224  -0.0577  -0.0032
Si  0.0085  -0.0294  0.008
Si  -0.005  -0.0223  0.0025
Si  0.0058  -0.0296  0.0137
Si  -0.0015  -0.042  0.0029
Si  0.0661  -0.0468  -0.001
Si  0.1699  -0.0199  0.0132
Si  0.0722  0.0242  0.0761
Si  0.0656  -0.1555  0.0157
Si  0.0768  -0.0856  0.0758
Si  0.08  -0.0136  0.0004
Si  0.0599  0.03  0.0129
Si  0.1011  -0.0332  0.0949
Si  0.0614  -0.115  0.0305
Si  -0.0393  0.0445  -0.0248
Si  -0.081  0.0653  -0.187
Si  -0.0317  -0.0662  -0.0023
Si  -0.186  0.0589  0.0217
Si  -0.0744  -0.0665  -0.1245
Si  -0.1262  0.1652  0.1172
Si  -0.0787  0.0905  0.0051
Si  -0.0471  0.0744  -0.0806
Si  -0.0539  0.0759  0.0017
Si  -0.0342  0.0705  -0.0012
Si  0.0319  0.0041  0.0014
Si  0.0101  0.032  -0.011
Si  -0.0036  0.0228  -0.0178
Si  -0.0517  0.0409  0.0001
Si  -0.0472  0.0499  -0.0069
Si  -0.0109  0.0108  -0.004
Si  0.019  0.0015  -0.0079
Si  -0.0038  0.0025  0.0254
Si  0.002  0.0061  0.0168
Si  0.0027  -0.0007  0.0055
Si  0.0082  -0.0015  -0.0216
Si  0.0092  -0.002  -0.0064
Si  -0.0029  0.0106  0.04
Si  0.0137  0.0082  -0.0005
Si  -0.0068  0.0019  -0.0229
Si  -0.0213  -0.0229  0.0276
Si  0.0014  -0.0047  0.0243
Si  0.0029  0.0077  0.0417
Si  0.0112  -0.008  -0.0162
Si  -0.0123  0.0025  -0.0131
Si  -0.0069  0.0026  -0.0217
Si  -0.0072  -0.0068  0.0208
Si  0.0125  -0.0038  0.0133
Si  -0.0046  0.0084  -0.0122
Si  -0.0035  0.0209  0.0185
Si  -0.0136  0.0033  -0.0087
Si  -0.0016  -0.0121  -0.0111
Si  0.0121  -0.0021  0.0174
Si  -0.008  0.0175  -0.0113
Si  -0.0109  0.0077  0.0137
Si  0.0043  0.006  0.0004
Si  0.0074  -0.0057  -0.0018
Si  0.0039  -0.0027  0.0066
Si  0.0006  -0.0022  0.0097
Si  0.0008  0.002  0.0113
Si  -0.0048  -0.0043  0.0036
Si  -0.0059  -0.0066  0.0006
Si  -0.0034  0.0016  0.0124
Si  -0.0059  0.0023  0.0038
Si  -0.0009  -0.0073  -0.0024
Si  -0.0035  0.0002  0.0027
Si  -0.0026  0.0044  0.001
Si  0.0024  -0.0001  0.0019
Si  0.0007  -0.002  -0.0033
Si  0.0098  -0.0013  -0.0007
Si  -0.0004  0.0014  0.0017
Si  0.0022  -0.0009  -0.0019
Si  0.0077  -0.0012  -0.004
Si  0.0003  0.0009  -0.0006
Si  -0.0013  -0.0009  -0.0038
Si  -0.0025  -0.0019  -0.0016
Si  0.001  -0.0003  -0.0025
Si  -0.0006  0.0018  -0.0057
Si  0.0001  0.0011  -0.001
Si  -0.0009  0.0001  0.0004
Si  -0.0003  0.0035  -0.0002
Si  -0.003  0.0031  0.0019
Si  0.0038  -0.0007  0.0016
Si  0.0001  -0.0036  -0.0004
Si  0.0028  -0.0024  0.0013
Si  -0.0029  0.0002  0.0019
Si  0.0008  -0.002  0.0004
Si  -0.0056  0.0045  0.0059
Si  0.0019  -0.0011  0.0003
Si  -0.0023  0.0032  0.0034
Si  -0.0029  0.0053  0.0001
Si  0.0012  0.0089  0.0007
Si  -0.0003  0.0024  0.0039
Si  0.0039  0.0041  0.0024
Si  0.001  -0.0057  0.0064
Si  -0.0059  0.0035  -0.0064
Si  0.0087  0.0071  0.0038
Si  0.0063  -0.0043  -0.0014
Si  0.0057  0.0026  0.0032
Si  -0.002  -0.0073  0.0061
Si  0.0056  -0.0057  -0.0085
Si  0.0005  -0.0052  -0.0256
Si  -0.0022  0.0019  -0.0061
Si  0.0069  0.0093  -0.0096
Si  -0.0091  0.0013  -0.0129
Si  -0.0083  -0.0016  0.011
Si  -0.0041  0.0153  -0.0252
Si  0.0079  0.0012  0.0164
Si  0.0116  0.0012  -0.0112
Si  0.0062  0.0143  -0.0109
Si  0.0032  -0.0012  0.0118
Si  0.0003  -0.0001  0.0001
Si  0.0186  -0.0121  -0.0027
Si  0.0023  -0.0215  0.0111
Si  0.0025  0.0235  -0.0076
Si  -0.0042  -0.0169  0.0069
Si  -0.0067  -0.0039  0.0046
Si  -0.0222  -0.0125  0.0088
Si  -0.0076  -0.0101  -0.0069
Si  -0.0207  -0.0048  0.003
Si  -0.0166  0.0014  -0.0291
Si  0.0162  0.0277  -0.019
Si  0.0034  -0.0128  -0.02
Si  -0.0164  -0.0079  0.0092
Si  0.0075  0.0151  -0.0185
Si  -0.0091  -0.0085  0.0031
Si  -0.0037  -0.0049  0.0256
O  -0.0007  -0.0004  -0.0115
O  -0.0036  0.0064  -0.0036
O  -0.0012  -0.0014  -0.0105
O  -0.0016  -0.0039  -0.0079
O  -0.0026  -0.0068  0.0067
O  0.0024  -0.0002  -0.017
O  0.0069  -0.0023  0.0126
O  -0.0088  0.0102  0.0032
O  0.0011  -0.001  0.0186
O  -0.0033  0.0062  0.0189
O  0.0056  0.0029  0.0123
O  -0.0022  0.0033  0.0209
O  -0.0005  0.0014  0.0102
O  0.0025  -0.0169  -0.0094
O  0.0014  0.0035  0.008
O  0.0001  -0.0046  0.0173
O  -0.0031  0  -0.0143
O  0.0032  -0.0041  -0.017
O  -0.0043  -0.0014  -0.0159
O  0.0012  -0.0155  -0.0074
O  0.0191  -0.0003  -0.0065
O  -0.0047  -0.0002  -0.0249
O  0.0068  0.0047  -0.0054
O  -0.007  -0.0004  -0.0115
Si  -0.0008  -0.0007  0.0017
Si  -0.0006  -0.0011  0.0036
Si  0  0.0011  0.0035
Si  0.0014  -0.0009  0.0028
Si  0.0004  -0.0011  0.0032
Si  -0.0006  -0.0017  -0.0031
Si  -0.0017  -0.0029  0.0074
Si  0.0017  -0.0001  0.0028
Si  0.0005  -0.0001  0.0044
Si  -0.0017  -0.0016  -0.0004
Si  -0.0006  0.0005  0.0049
Si  -0.0006  0  0.0022
Si  0.0023  0.0025  -0.0226
Si  0.0003  0.0001  0.0041
Si  -0.0016  -0.0016  0.0086
Si  0.0084  -0.0048  -0.0237
Si  -0.0004  0.0007  0.0019
Si  0  -0.0012  0.0047
Si  -0.0024  -0.0015  0.021
Si  -0.0053  -0.007  -0.0121
Si  -0.0011  -0.0005  0.0006
Si  0.0014  -0.0042  0.0127
Si  0.0003  0.0016  -0.0024
Si  0.0019  0.0017  0.0042
Si  0.0014  -0.0011  -0.004
Si  0.0001  0.0019  0.004
Si  0.0006  0.0003  0.0027
Si  -0.0019  -0.0021  0.0123
Si  -0.001  0.0021  0.0079
Si  0.0021  0.0047  -0.0267
Si  0.0004  0.0011  0.0027
Si  -0.0003  0  0.0033
Si  -0.0007  0.002  -0.0083
Si  -0.0002  -0.0002  -0.0007
Si  -0.0005  0.001  0.0043
Si  0.0035  0.0004  0.0144
Si  0.0019  -0.0017  0.0031
Si  -0.0012  0.0028  0.0108
O  0  0.0021  -0.0064
O  0  -0.0012  -0.0024
O  0.0019  -0.004  -0.0024
O  -0.0007  0.0021  -0.0031
O  0.0014  -0.0015  -0.0062
O  0.0021  0.0004  -0.0014
O  0.0018  -0.0017  -0.0026
O  -0.0029  0.004  -0.0042
O  0.0006  0.0007  -0.0124
O  -0.004  -0.0007  -0.002
O  -0.0033  -0.0003  0.0097
O  -0.0026  0.0021  0.0005
O  0.0006  0.0003  -0.003
O  0.003  -0.0014  0.0114
O  -0.0022  -0.0015  -0.0018
O  0.0008  -0.0026  -0.0042
O  0.0028  0.0007  -0.0094
O  0.001  0.0009  -0.0034
O  -0.0037  -0.0003  0.0026
O  -0.001  -0.0021  -0.0035
O  0.0063  0.0004  -0.0175
O  0.0005  -0.0016  -0.003
O  -0.0012  -0.0006  -0.0017
O  -0.0031  0.0008  -0.0076
O  -0.0006  -0.0017  -0.0026
O  -0.0007  0.0021  -0.0031
O  -0.0006  -0.0013  -0.0026
O  -0.0021  0.0012  0.0074
O  -0.0012  -0.0032  -0.0056
O  -0.0015  0.0007  -0.0019
O  0.0008  -0.0091  0.0049
O  0.0021  -0.0028  0.0082
O  -0.0013  0.0041  -0.0043
O  0.0032  -0.0005  0.0019
O  0.0024  0.0022  -0.0014
O  -0.0012  -0.0015  0.0025
O  -0.0038  0.0011  0.0007
O  -0.0011  -0.0007  -0.0001
O  -0.0012  0.0003  -0.0035
O  -0.0029  0.001  -0.0004
O  -0.0013  0.0012  -0.0054
O  0.0004  -0.0008  -0.0003
O  -0.001  0.0005  -0.0047
O  -0.002  -0.0009  0.0059
O  -0.0007  0.0001  -0.0029
O  -0.0014  -0.0007  -0.0046
O  0.0016  0.0041  0.0037
O  0.001  -0.0001  -0.0016
O  0.0003  -0.0007  0.0005
O  0.001  -0.0012  -0.0011
O  -0.0016  0.0039  -0.002
O  -0.0009  -0.0006  -0.0044
O  0.0009  -0.0005  -0.0031
O  0.0008  -0.0016  -0.0039
O  -0.0004  0.0019  -0.0007
O  0.0006  -0.0005  0.0026
O  -0.0002  0.0016  0.0005
O  0.0018  -0.0006  -0.0025
O  -0.0029  0.0013  -0.0027
O  0.002  0.0005  -0.0005
O  0.0004  -0.0008  0.0005
O  -0.001  0.001  -0.0044
O  0.0002  0.0002  -0.0005
O  0.0007  -0.0007  -0.0035
O  0.0007  0.0005  -0.003
O  -0.0038  -0.0004  0.0114
O  0.0033  0.0021  -0.0066
O  0.0015  0.0014  -0.003
O  -0.0018  0.0008  0.0128
O  -0.0108  -0.0003  -0.0107
O  -0.0032  0.0013  -0.0174
O  0.0172  0.0098  -0.0095

The program warned: the cutoff lies below the one the program advises for these potential files; the exchange-correlation potential is rough where the density is thin.
